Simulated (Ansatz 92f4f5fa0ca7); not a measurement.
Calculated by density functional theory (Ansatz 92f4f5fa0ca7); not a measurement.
Periodic cell of 288 atoms, Si196O92, from a study of silicon, its oxide and their interface. The atomic structure is a simulated model.
Doubt: the cutoff is low for norm-conserving oxygen, so forces and energies are approximate.
Doubt: the program's own warning below bears on the result.
This geometry differs little from another in the collection (a relaxation step or a small displacement).

Settings: functional HSE06; potential files SPMS norm-conserving; basis plane waves; wave-function cutoff 800 eV; density cutoff ratio 4; exchange-correlation grid ratio 1; k mesh 1 x 1 x 1, Gamma-centred; occupations fixed; spin none; net charge 0.

Cell vectors (angstrom)
a  11.6015  0  0
b  0  10.938  0
c  0  0  40.5641

Atoms: element, x, y, z (angstrom)
Si  0  0  0.9665
Si  3.8672  0  0.9665
Si  7.7343  0  0.9665
Si  1.9336  1.3673  0.9665
Si  5.8008  1.3673  0.9665
Si  9.6679  1.3673  0.9665
Si  0  5.469  0.9665
Si  3.8672  5.469  0.9665
Si  7.7343  5.469  0.9665
Si  1.9336  6.8362  0.9665
Si  5.8008  6.8362  0.9665
Si  9.6679  6.8362  0.9665
Si  1.9336  2.7345  39.5971
Si  5.8008  2.7345  39.5971
Si  9.6679  2.7345  39.5971
Si  0  4.1018  39.5971
Si  3.8672  4.1018  39.5971
Si  7.7343  4.1018  39.5971
Si  1.9336  8.2035  39.5971
Si  5.8008  8.2035  39.5971
Si  9.6679  8.2035  39.5971
Si  0  9.5708  39.5971
Si  3.8672  9.5708  39.5971
Si  7.7343  9.5708  39.5971
Si  0  0  4.8337
Si  3.8672  0  4.8337
Si  7.7343  0  4.8337
Si  1.9336  1.3673  4.8337
Si  5.8008  1.3673  4.8337
Si  9.6679  1.3673  4.8337
Si  0  5.469  4.8337
Si  3.8672  5.469  4.8337
Si  7.7343  5.469  4.8337
Si  1.9336  6.8362  4.8337
Si  5.8008  6.8362  4.8337
Si  9.6679  6.8362  4.8337
Si  1.9336  2.7345  2.9001
Si  5.8008  2.7345  2.9001
Si  9.6679  2.7345  2.9001
Si  0  4.1018  2.9001
Si  3.8672  4.1018  2.9001
Si  7.7343  4.1018  2.9001
Si  1.9336  8.2035  2.9001
Si  5.8008  8.2035  2.9001
Si  9.6679  8.2035  2.9001
Si  0  9.5708  2.9001
Si  3.8672  9.5708  2.9001
Si  7.7343  9.5708  2.9001
Si  0.3988  -0.0018  29.7713
Si  4.0788  0.119  29.9878
Si  7.4421  -0.0819  29.9472
Si  2.1815  1.4305  29.8029
Si  5.8663  1.6002  30.1652
Si  9.6283  1.9052  29.6337
Si  0.2133  5.2186  29.9751
Si  4.1253  5.381  30.0283
Si  7.9898  5.7085  29.8869
Si  2.0686  6.6663  29.9357
Si  5.9217  6.8676  29.9993
Si  10.0723  6.8354  29.9399
Si  2.0263  2.6738  31.8554
Si  5.8788  2.9037  32.0587
Si  9.6305  2.791  31.8355
Si  0.0637  3.9817  31.9243
Si  3.8812  4.1381  32.002
Si  7.8096  4.2895  31.8636
Si  2.0182  8.1858  31.8302
Si  5.8599  8.2368  31.9229
Si  9.8006  8.2492  31.8318
Si  0.0983  9.6389  31.7899
Si  3.9225  9.6124  31.8812
Si  7.7972  9.5607  31.8894
Si  0.0697  0.0212  33.7569
Si  3.9412  0.0147  33.8244
Si  7.7986  0.0007  33.81
Si  2.0105  1.3519  33.8051
Si  5.8817  1.3882  33.8592
Si  9.7102  1.3685  33.7456
Si  0.0537  5.471  33.7828
Si  3.8884  5.5261  33.8755
Si  7.7979  5.5577  33.8269
Si  1.9627  6.873  33.8065
Si  5.8336  6.8619  33.8373
Si  9.7484  6.8807  33.7829
Si  1.9607  2.7404  35.7275
Si  5.8401  2.7572  35.7652
Si  9.7032  2.7327  35.704
Si  0.029  4.1079  35.7235
Si  3.8916  4.1018  35.7528
Si  7.7785  4.1174  35.7202
Si  1.9484  8.2279  35.7385
Si  5.8307  8.2246  35.7547
Si  9.7138  8.2181  35.7332
Si  0.0249  9.6006  35.7145
Si  3.8975  9.5741  35.7428
Si  7.7737  9.5709  35.7377
Si  0  0  37.6635
Si  3.8672  0  37.6635
Si  7.7343  0  37.6635
Si  1.9336  1.3673  37.6635
Si  5.8008  1.3673  37.6635
Si  9.6679  1.3673  37.6635
Si  0  5.469  37.6635
Si  3.8672  5.469  37.6635
Si  7.7343  5.469  37.6635
Si  1.9336  6.8362  37.6635
Si  5.8008  6.8362  37.6635
Si  9.6679  6.8362  37.6635
Si  1.9164  2.7175  6.7776
Si  5.7927  2.7311  6.77
Si  9.6254  2.7222  6.7712
Si  -0.0224  4.0672  6.7171
Si  3.8501  4.0829  6.7675
Si  7.7093  4.1064  6.7787
Si  1.9151  8.2076  6.7353
Si  5.7801  8.1797  6.7709
Si  9.6426  8.2065  6.7493
Si  -0.0247  9.5722  6.7808
Si  3.8608  9.5534  6.7463
Si  7.6975  9.5543  6.7851
Si  -0.0663  0.0176  8.7192
Si  3.8672  0.0103  8.6458
Si  7.6608  -0.063  8.7653
Si  1.9161  1.317  8.7037
Si  5.7832  1.3784  8.7161
Si  9.5654  1.318  8.6856
Si  -0.0264  5.4352  8.6086
Si  3.8361  5.4326  8.7102
Si  7.7003  5.4619  8.7337
Si  1.9158  6.8167  8.6293
Si  5.7534  6.8042  8.7066
Si  9.6446  6.7993  8.6375
Si  1.9175  2.6429  10.653
Si  5.7842  2.7322  10.678
Si  9.5441  2.6231  10.6305
Si  -0.072  3.8644  10.3713
Si  3.8021  4.091  10.6828
Si  7.6919  4.1363  10.714
Si  1.8922  8.3329  10.4233
Si  5.6899  8.1393  10.6546
Si  9.6286  8.1277  10.5658
Si  -0.0618  9.5933  10.6465
Si  3.8538  9.6567  10.5932
Si  7.67  9.4291  10.7075
Si  0.3466  -0.2534  12.7822
Si  3.9351  0.1121  12.5669
Si  7.6906  -0.2965  12.7553
Si  2.0036  1.4239  12.7308
Si  5.946  1.3143  12.6104
Si  9.3451  1.3451  12.672
Si  -0.0401  5.3016  12.1096
Si  3.544  5.556  12.5729
Si  7.5933  5.5227  12.7336
Si  1.654  6.9185  12.2036
Si  5.5775  6.8178  12.6524
Si  9.6833  6.6834  12.4373
O  7.503  4.6255  14.1308
O  -12.866  7.6988  13.578
O  7.7401  9.812  14.2175
O  0.5929  20.4566  13.9211
O  28.732  -3.0892  13.9419
O  3.0645  4.6998  13.9088
O  10.6982  0.6696  13.2617
O  15.0595  8.1548  15.5406
O  1.8849  13.3351  14.0889
O  32.0888  2.4685  13.7615
O  6.2333  2.2912  13.9345
O  -7.7197  9.9424  13.775
O  11.1219  12.2836  29.3886
O  1.9443  2.343  28.4396
O  5.5506  7.6818  28.61
O  -16.2838  9.8732  28.7619
O  10.5543  7.7009  28.5981
O  0.2067  4.31  28.5769
O  1.6748  -3.3377  28.624
O  4.7692  2.2074  27.2639
O  -30.3099  -6.6659  28.8506
O  15.9076  -0.8771  28.6835
O  11.9802  9.8997  28.5155
O  8.8117  11.4717  29.3658
Si  11.8508  4.2165  20.1391
Si  2.8502  7.9837  17.0215
Si  8.2953  4.3009  28.0487
Si  6.3997  2.4441  23.4651
Si  10.9429  12.5601  18.5002
Si  0.8148  5.9833  16.3954
Si  8.5578  0.3915  24.308
Si  1.665  10.4996  18.3765
Si  9.6339  5.2477  25.2838
Si  4.7619  6.5015  18.8237
Si  7.2723  9.7836  15.8006
Si  6.5793  9.9431  20.2199
Si  0.2248  7.5255  25.0464
Si  0.4282  8.6006  20.3871
Si  5.9855  10.1875  25.2962
Si  10.0971  8.9587  22.8414
Si  7.5652  3.0478  14.4962
Si  2.9825  6.5933  23.676
Si  4.6376  8.9271  14.7604
Si  -3.1629  1.4163  19.9902
Si  1.0172  3.013  22.9337
Si  0.35  8.3519  28.0468
Si  7.5683  4.0332  21.2581
Si  10.7844  2.3742  25.0964
Si  2.6132  4.1671  25.1733
Si  11.9431  7.9026  13.8808
Si  5.5108  3.0842  28.3926
Si  5.0217  3.6895  19.5119
Si  8.3321  1.6363  17.0558
Si  7.6055  7.8021  18.2506
Si  5.581  9.2196  28.1399
Si  5.5708  8.283  22.8045
Si  4.7802  2.0609  25.6702
Si  3.8067  13.13  21.7492
Si  1.6597  3.9898  14.3429
Si  4.3322  0.7904  19.2567
Si  1.0026  3.327  27.55
Si  8.144  6.5189  22.7881
Si  2.4456  6.204  20.8079
Si  10.4599  6.4952  18.7194
O  5.6288  9.2355  26.541
O  0.3853  26.3216  13.4587
O  9.6635  1.2067  25.1701
O  4.0865  3.5201  20.8451
O  7.5516  8.9798  19.3612
O  5.8269  9.394  23.9248
O  1.2525  9.8613  19.8014
O  6.0475  2.8136  24.9951
O  12.0342  8.2897  26.4482
O  5.8198  9.093  21.3933
O  7.5489  -0.3111  25.3745
O  5.4539  10.5664  19.2251
O  9.0654  7.789  22.4194
O  7.9108  0.181  16.4648
O  8.9617  5.0509  26.7614
O  17.2412  9.7541  15.7353
O  11.1234  5.913  17.3496
O  2.6075  5.7583  22.3426
O  3.9301  6.5659  20.2363
O  11.0885  9.1584  21.5765
O  4.6186  4.8969  18.4976
O  0.0782  1.9983  23.7851
O  3.4453  2.7791  25.1184
O  3.482  5.4859  24.7739
O  7.7429  1.7639  18.5584
O  2.0375  6.6082  17.2328
O  7.726  2.7866  16.0833
O  9.2729  10.2891  23.2807
O  1.9239  9.2716  17.3453
O  6.3353  6.8497  18.6228
O  10.0548  3.7812  24.7674
O  1.2594  4.5178  15.8325
O  7.6629  8.4996  16.7537
O  13.2719  5.0227  19.9851
O  7.6022  1.3708  23.431
O  6.8369  3.6962  27.6794
O  2.3503  2.2717  22.4101
O  4.9223  2.2375  18.7826
O  4.9392  0.4903  25.3226
O  0.025  2.5286  26.494
O  11.1576  7.8709  19.2276
O  9.982  11.9316  19.6721
O  8.5935  5.8933  24.2199
O  3.0481  11.3308  18.3792
O  1.5161  7.5244  20.886
O  4.1033  7.6738  23.1942
O  4.1097  7.7156  17.9791
O  9.2247  3.0452  28.5495
O  10.962  6.1796  25.3466
O  1.6595  7.2802  24.3264
O  0.0498  2.9781  19.0874
O  0.2151  3.656  21.6721
O  6.4899  4.0989  20.0599
O  6.6174  7.05  22.8683
O  7.5427  11.1863  20.6976
O  9.9429  1.8518  17.2257
O  0.468  0.5807  17.9846
O  3.827  0.9095  20.7816
O  8.297  5.4482  21.5611
O  12.1872  7.1032  15.2541
O  5.0114  1.9362  22.7949
O  1.4378  4.09  24.0671
O  8.526  2.7741  20.8868
O  -0.9198  5.3137  19.8292
O  8.9175  6.8662  18.4164
O  6.8483  3.7506  22.6699
O  10.9632  8.4972  24.1069
O  1.9596  4.2856  26.645

Results
free energy: -63417.319 eV
free energy less fixed offsets of O -447.96, Si -113.29 eV per atom: -0.159 eV
gap between the highest filled and lowest empty level on this k mesh: 1.468 eV

The program warned: the cutoff lies below the one the program advises for these potential files; the model core charge is not resolved on the grid; the forces do not sum to zero within the program's tolerance; the exchange-correlation potential is rough where the density is thin.
